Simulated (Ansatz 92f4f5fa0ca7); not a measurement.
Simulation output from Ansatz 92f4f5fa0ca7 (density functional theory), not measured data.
Periodic cell of 228 atoms, Si134O92H2, from a study of silicon, its oxide and their interface. The atomic structure is a simulated model.
Doubt: the cutoff is far below the 930 eV that the study's wrapper takes by default for these files, so forces and energies are approximate.
This geometry differs little from another in the collection (a relaxation step or a small displacement).

Settings: functional PBE; potential files Ansatz PAW; basis plane waves; wave-function cutoff 580 eV; density cutoff ratio 5; exchange-correlation grid ratio 1; k mesh 1 x 1 x 1, Gamma-centred; self-consistency stop 5e-08 eV per atom in the density residual; occupations fixed; spin none; net charge 0.

Cell vectors (angstrom)
a	10.938	0	0
b	0	10.938	0
c	0	0	32.2021

Atoms: element, x, y, z (angstrom)
Si	0.2322	-0.3618	24.8489
Si	5.5368	-0.3092	24.6737
Si	2.5838	2.9062	24.7198
Si	8.0167	3.1327	24.5677
Si	0.205	5.0414	24.6944
Si	5.6701	5.3056	24.8115
Si	2.4567	8.2593	24.9325
Si	7.8615	8.4497	24.64
Si	1.395	1.3197	26.0335
Si	6.8301	1.3702	25.8115
Si	4.0879	4.1036	26.0697
Si	9.5601	4.0364	26.1041
Si	1.223	6.7115	26.0953
Si	6.8624	6.8524	26.0808
Si	4.0954	9.4789	26.1258
Si	9.4728	9.5272	26.0441
Si	2.7607	-0.0106	27.4331
Si	8.1644	0.0523	27.3561
Si	0.0194	2.6767	27.4265
Si	5.4975	2.702	27.3561
Si	2.7205	5.465	27.4338
Si	8.2376	5.4801	27.432
Si	-0.0672	8.1801	27.424
Si	5.4873	8.1674	27.4646
Si	4.1018	1.3673	28.7839
Si	9.5708	1.3673	28.7839
Si	1.3673	4.1018	28.7839
Si	6.8362	4.1018	28.7839
Si	4.1018	6.8362	28.7839
Si	9.5708	6.8362	28.7839
Si	1.3673	9.5708	28.7839
Si	6.8362	9.5708	28.7839
Si	0	0	30.1511
Si	5.469	0	30.1511
Si	2.7345	2.7345	30.1511
Si	8.2035	2.7345	30.1511
Si	0	5.469	30.1511
Si	5.469	5.469	30.1511
Si	2.7345	8.2035	30.1511
Si	8.2035	8.2035	30.1511
Si	1.3673	1.3673	31.5184
Si	6.8362	1.3673	31.5184
Si	4.1018	4.1018	31.5184
Si	9.5708	4.1018	31.5184
Si	1.3673	6.8362	31.5184
Si	6.8362	6.8362	31.5184
Si	4.1018	9.5708	31.5184
Si	9.5708	9.5708	31.5184
Si	2.7345	0	0.6835
Si	8.2035	0	0.6835
Si	0	2.7345	0.6835
Si	5.469	2.7345	0.6835
Si	2.7345	5.469	0.6835
Si	8.2035	5.469	0.6835
Si	0	8.2035	0.6835
Si	5.469	8.2035	0.6835
Si	4.1018	1.3673	2.0507
Si	9.5708	1.3673	2.0507
Si	1.3673	4.1018	2.0507
Si	6.8362	4.1018	2.0507
Si	4.1018	6.8362	2.0507
Si	9.5708	6.8362	2.0507
Si	1.3673	9.5708	2.0507
Si	6.8362	9.5708	2.0507
Si	0	0	3.418
Si	5.469	0	3.418
Si	2.7345	2.7345	3.418
Si	8.2035	2.7345	3.418
Si	0	5.469	3.418
Si	5.469	5.469	3.418
Si	2.7345	8.2035	3.418
Si	8.2035	8.2035	3.418
Si	1.3796	1.3673	4.6968
Si	6.8508	1.3786	4.7775
Si	4.0986	4.1202	4.7634
Si	9.5607	4.1447	4.7887
Si	1.3455	6.859	4.8596
Si	6.8219	6.8791	4.7639
Si	4.0953	9.564	4.7867
Si	9.5947	9.5511	4.8385
Si	2.7326	0.0424	6.0782
Si	8.2324	0.0618	6.1598
Si	0.0708	2.7655	6.0296
Si	5.5426	2.8119	6.1071
Si	2.7458	5.4749	6.177
Si	8.27	5.6204	6.1419
Si	0.0332	8.2236	6.3565
Si	5.4464	8.2141	6.1782
Si	3.9081	1.6503	7.3004
Si	9.9129	1.231	7.3701
Si	1.6246	3.8221	7.4402
Si	6.7073	4.4496	7.3767
Si	4.3603	6.5611	7.5023
Si	9.2595	7.1747	7.7059
Si	1.2038	9.9374	7.54
Si	7.0065	9.4479	7.4301
O	5.5139	5.4522	7.9129
O	0.0209	0.0859	7.9369
O	2.7906	2.7293	7.8417
O	8.1544	8.3742	7.891
O	1.388	9.4378	24.5198
O	6.7557	4.1672	24.3305
O	6.6956	9.544	24.1807
O	1.4312	4.0065	24.3017
O	6.3402	10.0279	8.8252
O	0.9607	4.2314	8.8976
O	1.9484	9.5395	8.9537
O	7.5748	4.055	8.7255
O	9.4784	6.7106	9.3028
O	4.5142	0.9655	8.653
O	3.727	7.044	8.9389
O	9.5258	2.1491	8.681
O	4.6369	0.1192	23.3529
O	8.7955	3.1915	23.0751
O	10.4408	5.3063	23.2173
O	5.1841	6.0609	23.4291
O	8.451	7.8215	23.2402
O	3.2933	2.3784	23.3188
O	2.9113	7.4457	23.5843
O	10.6084	0.0505	23.3494
Si	-0.447	9.1321	12.3494
Si	9.0911	2.6743	14.7667
Si	4.101	12.0628	14.2926
Si	-0.0275	11.5981	13.6314
Si	10.3623	4.855	16.6165
Si	2.188	4.8035	14.9192
Si	11.0853	3.7926	19.5064
Si	3.5215	0.9737	22.5069
Si	2.0641	9.4891	10.5798
Si	0.1947	-2.9955	20.6234
Si	7.3938	2.4669	19.6555
Si	8.1909	2.7144	9.4077
Si	4.6275	-0.4295	11.7794
Si	8.7188	6.9581	10.7581
Si	1.3403	4.297	10.4825
Si	4.9912	11.3572	19.8809
Si	11.5099	-0.2418	22.0075
Si	3.3853	6.7555	10.5141
Si	9.4212	4.4723	22.2212
Si	3.5145	7.4912	15.3996
Si	4.8049	3.3528	15.9376
Si	9.3452	4.1229	11.8645
Si	-0.7023	1.0035	19.3699
Si	15.6447	0.7768	17.0506
Si	6.4826	4.8377	17.7714
Si	0.9341	-1.7498	14.9004
Si	12.7841	2.6598	12.6545
Si	2.1924	5.6773	20.5164
Si	15.183	6.6561	18.4292
Si	6.4892	-2.5897	14.5347
Si	5.572	8.3767	20.5217
Si	8.3575	7.1223	16.8433
Si	5.9652	7.608	11.6369
Si	7.4233	0.1971	15.5508
Si	8.311	7.217	21.7229
Si	3.9628	6.7207	22.5948
Si	5.8858	0.5479	9.3984
Si	9.738	-1.208	17.1806
O	9.539	7.7403	20.8062
O	6.0182	15.3523	16.2363
O	11.6228	-1.8106	21.619
O	7.2585	14.568	18.5163
O	5.6177	9.9949	20.5096
O	8.7688	-0.2432	16.3136
O	7.082	1.5794	9.1375
O	0.9571	-4.3665	21.067
O	6.6817	-3.3531	13.1015
O	12.5847	4.2443	19.9847
O	0.525	-2.6909	19.0534
O	0.599	9.6935	11.2317
O	-1.4928	8.1529	11.6076
O	1.716	4.0224	13.5667
O	5.2417	9.0461	11.4924
O	3.2716	5.5144	21.7263
O	7.1518	7.3815	10.5364
O	4.217	0.0929	18.4559
O	-0.6081	10.673	18.3674
O	2.0848	0.2523	22.3371
O	-1.1009	10.531	12.9654
O	4.7097	-0.0507	13.3542
O	7.4321	7.5625	15.5875
O	3.7246	0.4638	15.7572
O	-2.2402	-5.3335	11.6707
O	4.6853	13.3376	17.2614
O	2.203	3.0468	11.1087
O	2.6016	8.05	11.0845
O	9.1346	3.5985	13.4028
O	5.1282	-3.0524	19.0295
O	9.6572	6.2922	16.3185
O	5.1035	5.2713	18.5537
O	9.3687	3.6735	16.0378
O	-0.6153	1.6126	14.7971
O	6.9797	-11.9526	14.5132
O	2.3729	8.6344	15.3663
O	6.2202	11.2405	16.6522
O	10.8907	4.3283	11.3518
O	14.7414	-3.948	16.916
O	5.6017	0.6003	10.9889
O	6.984	7.7424	20.9661
O	7.7627	1.6915	14.8991
O	10.1113	14.8566	20.8359
O	1.1532	10.7123	14.336
O	2.3192	5.5639	10.7028
O	13.8223	6.2422	14.5349
O	11.82	4.9178	15.8871
O	0.268	8.3613	13.6272
O	4.4566	7.898	21.5988
O	10.9182	9.1794	16.2086
O	0.5231	12.6457	12.516
O	8.5503	3.0231	10.9523
O	10.7448	0.5591	20.8395
O	10.5543	4.6938	18.2432
O	8.7189	1.5635	19.412
O	2.8514	6.4914	19.2572
O	11.1953	-8.6775	18.9524
O	6.1729	12.3662	19.4946
O	14.2775	4.0138	15.7474
O	8.2856	5.5783	21.7926
O	4.7692	6.5053	11.3695
O	4.8957	8.1561	14.8627
O	-2.0922	8.4422	17.6788
O	5.1077	13.3328	14.631
O	3.1112	-0.3393	11.1682
O	7.462	-4.804	17.7759
O	4.0655	1.1775	20.987
O	13.8682	1.7475	13.3977
H	7.3617	3.0764	20.9905
H	1.3501	-3.101	18.7389

Results
free energy: -137541.460 eV
free energy less fixed offsets of H -15.97, O -568.88, Si -635.61 eV per atom: -0.820 eV

Forces (eV/angstrom), in the order of the atoms: element, x, y, z
Si	-0.0017	0.0051	-0.0037
Si	-0.0149	0.0209	-0.0003
Si	0.0069	-0.005	0.0034
Si	-0.0048	0.0029	-0.0155
Si	-0.0164	-0.0041	-0.0128
Si	0.0039	0.0081	-0.0202
Si	0.0003	-0.0227	-0.013
Si	0.0227	-0.011	-0.0163
Si	-0.0019	0.0079	0.003
Si	0.0007	0.0032	0.0015
Si	-0.0132	-0.0017	0.0049
Si	0.0021	0.0117	0.0042
Si	0.0037	0.0077	-0.0019
Si	-0.0007	-0.0078	0.0045
Si	-0.0001	0.005	0.0051
Si	-0.0016	-0.0073	0.0008
Si	0.0004	0.0048	0.0127
Si	-0.0021	0.0018	0.0037
Si	0.0104	-0.0026	0.0003
Si	0.0055	0.0011	0.0058
Si	0.0092	-0.0038	0.0053
Si	0.0021	-0.0038	0.0058
Si	0.0009	0.009	0.0063
Si	0.0002	-0.0021	0.0095
Si	0.2898	0.0211	-0.0679
Si	-0.1546	-0.1803	-0.0224
Si	-0.0335	-0.19	0.0753
Si	0.0339	-0.096	-0.2896
Si	-0.1288	-0.1381	0.2522
Si	-0.0972	-0.0411	0.5296
Si	-0.1469	-0.1128	-0.176
Si	0.0629	0.2913	-0.0888
Si	-0.1098	-0.0844	-0.0172
Si	-0.0091	0.0072	-0.0051
Si	-0.0035	0.0477	-0.0276
Si	0.0178	0.0145	-0.0221
Si	-0.0234	0.0022	0.0008
Si	-0.1106	-0.0604	-0.0158
Si	-0.0109	-0.0422	-0.0078
Si	0.0542	0.0116	-0.0015
Si	0.0419	-0.0123	-0.031
Si	0.0105	-0.0041	-0.0324
Si	0.0172	-0.0232	-0.0009
Si	0.001	0.0009	-0.022
Si	0.0082	-0.0229	-0.0203
Si	-0.017	0.0379	-0.0309
Si	-0.0013	0.0398	-0.0229
Si	0.0256	-0.0216	0.0059
Si	0.0047	-0.0281	0.0281
Si	-0.0491	0.0508	-0.0007
Si	-0.0081	0.0069	0.0277
Si	0.0197	-0.0355	0.0095
Si	-0.013	0.0261	0.0096
Si	0.0077	-0.0058	0.0197
Si	0.0005	0.0004	0.0173
Si	-0.0454	-0.0082	0.0281
Si	0.011	0.0813	-0.0151
Si	0.0092	-0.0454	0.0208
Si	0.0972	0.0226	0.0177
Si	-0.0115	0.0137	0.0008
Si	0.0247	-0.0418	0.02
Si	0.0192	0.0313	0.0186
Si	-0.0395	-0.0011	0.0045
Si	0.1046	0.0636	0.0044
Si	-0.1753	-0.3177	-0.1456
Si	0.0213	-0.0353	0.083
Si	0.2665	0.1245	-0.4547
Si	0.0504	0.1966	-0.0095
Si	0.0821	0.2435	0.1729
Si	0.0283	0.1128	-0.1538
Si	-0.2121	-0.085	0.2172
Si	0.1389	0.2412	-0.01
Si	0.0035	0.0004	-0.0139
Si	-0.006	-0.0051	-0.0082
Si	-0.0004	-0.0022	-0.0102
Si	-0.0038	-0.0042	-0.0037
Si	-0.0023	0.0016	-0.004
Si	-0.0012	0.0041	-0.0012
Si	0.0011	0.004	-0.0086
Si	-0.0069	-0.0085	0.0021
Si	0.0029	-0.0047	0.0046
Si	0.0063	0.005	-0.0022
Si	-0.009	0.0051	0.0043
Si	0.0055	0.0032	0.0067
Si	-0.0054	0.003	-0.0017
Si	-0.002	-0.0045	0.0055
Si	0.0056	0.0025	-0.0014
Si	0.0013	-0.0029	-0.0029
Si	0.0143	-0.0109	0.0071
Si	-0.0159	0.0107	0.0022
Si	-0.0113	0.009	0.0174
Si	0.0049	-0.0087	-0.0073
Si	-0.0087	0.0052	0.0186
Si	-0.003	-0.0058	0.014
Si	0.0102	-0.0131	0.0036
Si	0.0024	0.0006	0.008
O	0.0048	-0.002	0.0016
O	0.0008	-0.0012	0.0024
O	-0.0027	0.0023	0.002
O	-0.0016	0.0014	0.0021
O	-0.0121	0.0167	-0.002
O	-0.0026	-0.0127	0.0022
O	0.0059	-0.0026	-0.0013
O	0.0086	-0.009	-0.0006
O	0.003	-0.0066	-0.0053
O	0.0035	-0.002	-0.0109
O	-0.0004	0.0007	-0.0018
O	0.0014	0.0013	0.0028
O	-0.0016	0.0032	-0.0149
O	-0.0093	0.0018	-0.0074
O	0.0014	-0.001	-0.0095
O	0.0031	-0.0008	-0.0013
O	0.0025	-0.0024	0.0014
O	-0.0066	-0.0034	0.0159
O	0.0039	0.0023	0.011
O	0.0044	-0.0053	0.0159
O	-0.004	0.0041	0.0142
O	-0.0043	0.0033	0.0048
O	-0.0037	0.0058	0.0147
O	0.0029	-0.0022	0.0071
Si	0.0004	-0.0001	0.0044
Si	-0.0009	-0.0005	0.0045
Si	0.001	0.0009	0.0043
Si	-0.0004	-0.0002	0.0061
Si	-0.0006	0.0001	0.0001
Si	-0.0006	-0.0012	0.0039
Si	-0.0039	0.0022	-0.0014
Si	-0.0034	-0.0022	-0.0022
Si	0.0017	-0.0009	0.0021
Si	0.0009	-0.0002	-0.006
Si	0.0001	0.0005	-0.0001
Si	-0.0063	-0.0028	-0.0022
Si	-0.0021	-0.0007	0.0052
Si	-0.0005	0.0003	0.0009
Si	0.0016	0.0021	0.0026
Si	-0.0009	0.0002	-0.0041
Si	0.0028	-0.0044	-0.0049
Si	-0.0007	-0.0002	0.0025
Si	0.0006	0.0002	-0.0024
Si	-0.0001	-0.0003	0.0029
Si	-0.0005	-0.0012	0.0007
Si	-0.0003	-0.0006	0.0046
Si	-0.0018	-0.003	-0.0035
Si	0.0005	0.0002	-0.0011
Si	-0.0009	0.001	-0.0033
Si	0.0003	-0.0016	0.0054
Si	0.0004	-0.0003	0.0069
Si	-0.0006	0.0023	-0.0026
Si	-0.0014	-0.0008	-0.0032
Si	-0.0008	-0.0005	0.004
Si	0	-0.0035	-0.0044
Si	-0.0004	-0.0007	0.0008
Si	-0.0036	-0.0011	0.0045
Si	-0.0003	-0.0004	0.0022
Si	0.0002	-0.0018	-0.0041
Si	0.0009	0.0006	-0.0032
Si	0.0086	0.0045	0.0012
Si	-0.0015	0.0003	-0.0013
O	0.0001	0.001	0.004
O	0.0001	0.0001	0.0017
O	-0.0029	0.0009	0.004
O	-0.0004	-0.0021	0.0044
O	-0.001	0.0018	0.0035
O	0.0012	-0.0018	0.0008
O	-0.0015	-0.0001	0.001
O	-0.0001	-0.0006	0.0036
O	0.0004	-0.0004	-0.0019
O	-0.0003	-0.0017	0.0029
O	0.0172	-0.0118	-0.0035
O	-0.0011	-0.0018	-0.0008
O	0.0012	0.0006	-0.0008
O	-0.0004	0.0002	-0.0008
O	-0.0006	-0.0002	-0.0014
O	-0.0014	-0.0021	0.0017
O	0.0006	-0.0009	-0.0016
O	-0.001	-0.0011	0.0022
O	-0.0013	0.0007	0.0031
O	0.0005	-0.0005	0.0027
O	-0.0008	-0.0006	-0.0024
O	0.0001	0.0003	-0.0018
O	0	-0.0004	-0.0009
O	-0.0009	-0.0015	0.0004
O	0.0002	-0.0012	-0.0018
O	-0.0003	-0.001	0.002
O	-0.0003	-0.0008	-0.0026
O	-0.0015	0.0012	-0.0018
O	-0.0002	-0.0008	-0.0014
O	-0.0004	-0.0002	0.0027
O	-0.0004	-0.0003	0.0005
O	0	-0.0007	0.0029
O	-0.0007	-0.0007	0
O	0.0001	-0.0001	-0.0015
O	-0.0002	-0.0003	-0.0013
O	-0.0005	-0.0005	-0.0007
O	-0.0009	-0.0004	0.0016
O	-0.0026	-0.0009	-0.002
O	-0.0006	0.0004	-0.0006
O	-0.001	0.0013	0.0016
O	-0.003	0.0015	0.0036
O	-0.0004	-0.0004	-0.0013
O	0.0019	-0.0019	0.0015
O	-0.001	-0.0003	-0.0018
O	-0.0007	-0.0017	-0.0026
O	-0.0009	-0.0002	-0.0012
O	0	-0.0007	-0.0006
O	-0.0006	-0.0004	-0.0014
O	0.0008	0	0.0021
O	-0.0003	0.0004	-0.0006
O	-0.0008	-0.0006	-0.0027
O	0.0016	0.0013	0.0005
O	-0.0017	-0.0002	0.0005
O	-0.0003	-0.0006	0.0017
O	-0.0014	0.0018	0.0067
O	0.0008	-0.0007	0.0028
O	0.0003	-0.0016	0.0032
O	0.0012	-0.0011	0.0024
O	-0.0007	-0.0011	-0.0004
O	-0.0016	0.0009	0.0021
O	0.0022	0.0001	-0.0005
O	-0.0007	-0.0016	-0.0006
O	-0.0006	-0.0003	0.0013
O	-0.0017	-0.0003	-0.0012
O	0.0006	-0.0001	-0.0015
O	-0.0011	-0.0008	0.0017
O	0.0019	-0.002	0.0005
O	0.0003	-0.0012	-0.0011
H	0	-0.0018	-0.0038
H	-0.0188	0.0131	0.0087

The program warned: the cutoff lies below the one the program advises for these potential files; the exchange-correlation potential is rough where the density is thin.
